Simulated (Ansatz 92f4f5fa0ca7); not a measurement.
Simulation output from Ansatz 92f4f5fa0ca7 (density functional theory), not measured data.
Periodic cell of 256 atoms, Si144O112, from a study of silicon, its oxide and their interface. The atomic structure is a simulated model.
This geometry differs little from another in the collection (a relaxation step or a small displacement).

Settings: functional r2SCAN; potential files Ansatz PAW; basis plane waves; wave-function cutoff 800 eV; density cutoff ratio 5; exchange-correlation grid ratio 1; k mesh 1 x 1 x 1, shifted by 0.5 0.5 0 of a step; self-consistency stop 1e-10 eV per atom in the density residual; occupations fixed; spin none; net charge 0.

Cell vectors (angstrom)
a  10.887  0  0
b  0  10.887  0
c  0  0  36.1327

Atoms and the computed forces on them: element, x, y, z (angstrom), force x, y, z (eV/angstrom)
Si  -0.1891  -0.1664  -0.4009  -0.0088  -0.0012  -0.0828
Si  2.3226  3.0491  0.0923  0.0174  -0.0023  -0.0816
Si  0.1395  5.3008  -0.0263  -0.0098  0.0106  -0.0943
Si  3.328  7.7779  0.0499  0.0009  0.0206  -0.0721
Si  5.7025  -0.2201  0.2614  -0.0166  0.0045  -0.077
Si  7.6689  3.3126  0.016  0.0065  -0.0046  -0.0843
Si  5.3797  5.46  0.4044  0.0041  0.0011  -0.036
Si  7.7487  8.3475  0.249  -0.0031  -0.0197  -0.084
Si  1.1432  1.3019  1.1181  -0.0005  -0.0027  0.0071
Si  3.9252  4.0514  1.5181  -0.0026  -0.0007  0.0114
Si  1.4553  6.8144  1.2325  0.0042  -0.0024  0.0057
Si  4.1505  9.4483  1.5039  0.0046  -0.0024  0.016
Si  6.83  1.4901  1.3635  0.0051  0.0043  0.0113
Si  9.4141  4.2216  1.3344  0.0019  -0.0013  0.013
Si  6.7027  6.8601  1.6897  -0.0053  -0.001  0.0084
Si  9.5368  9.4748  1.2619  -0.0031  0.0005  0.0073
Si  -0.1196  2.7045  2.6113  0  0.0027  -0.003
Si  2.6153  0.0038  2.5827  0.0003  0.0069  0
Si  0.0411  8.1509  2.6265  0.0029  0.0028  -0.0047
Si  2.6521  5.4931  2.8083  0.0015  -0.004  -0.0005
Si  5.3782  2.6943  2.7725  0.0004  0.0071  -0.0038
Si  8.2378  0.0659  2.6577  -0.0059  -0.0039  -0.001
Si  5.3954  8.2073  3.0132  0.0018  0.0015  0.0026
Si  8.1755  5.5051  2.8502  -0.0043  -0.0026  -0.0007
Si  1.2799  4.0528  4.0362  -0.0035  0.0014  -0.0058
Si  4.0056  1.3115  4.0484  -0.0003  -0.0054  -0.0014
Si  1.3338  9.5396  4.0272  0.0019  0.0025  -0.0015
Si  4.0112  6.8004  4.2233  0.0009  0.0018  -0.0005
Si  6.7639  4.0891  4.1058  0.0025  0.0037  -0.0045
Si  9.5223  1.3788  4.0889  -0.0004  0.0027  0.0048
Si  6.8689  9.6148  4.113  0.0044  0.0076  -0.0015
Si  9.5817  6.8548  4.1075  0.0026  -0.0001  0.0012
Si  0.0051  0.0124  5.4309  -0.0032  0.0051  -0.0042
Si  2.6871  2.7142  5.408  0.0022  0.0052  -0.0039
Si  -0.0136  5.4297  5.4453  0.0015  0.0023  -0.0043
Si  2.6613  8.2048  5.4769  0.0011  -0.003  -0.0043
Si  5.4277  0.0161  5.4388  0.0005  -0.0003  -0.0047
Si  8.1387  2.7214  5.4365  0.0035  0.0007  -0.0038
Si  5.4285  5.4393  5.5005  -0.0025  0.0053  -0.0054
Si  8.2041  8.2204  5.4574  -0.0024  -0.001  -0.0026
Si  1.3674  1.3589  6.8038  -0.0015  0.003  -0.0029
Si  4.0618  4.0546  6.8104  0.0001  0.0005  -0.0046
Si  1.3418  6.7964  6.8072  -0.0002  0.0039  -0.0045
Si  4.0919  9.5216  6.8  -0.0013  0.0036  -0.0041
Si  6.7871  1.377  6.798  -0.0002  0.0005  -0.0031
Si  9.5083  4.0747  6.7915  0.0004  -0.0001  -0.0041
Si  6.8206  6.8319  6.8013  0.0018  0.0014  -0.005
Si  9.5462  9.558  6.8271  0.0002  -0.0026  -0.0042
Si  0.0126  2.7425  8.1563  -0.0015  0.0031  -0.0036
Si  2.7519  0.0001  8.1504  0.0014  -0.0003  -0.0032
Si  -0.0001  8.1575  8.1603  0.001  0.0035  -0.0042
Si  2.7127  5.4392  8.1565  -0.0003  0.0027  -0.0031
Si  5.4523  2.7181  8.1685  0  0.0023  -0.0036
Si  8.1762  0.046  8.1616  -0.0005  0.0002  -0.005
Si  5.4374  8.1619  8.175  0.0003  0.0025  -0.0051
Si  8.1719  5.4441  8.1407  -0.0017  0.0036  -0.0021
Si  1.3643  4.1004  9.5451  -0.0017  0.0043  -0.0054
Si  4.0989  1.3603  9.5189  0.0028  0.002  -0.0058
Si  1.399  9.4997  9.4858  -0.0013  0.0009  -0.0028
Si  4.0739  6.7659  9.5323  -0.003  -0.003  -0.0027
Si  6.8252  4.0893  9.5066  0.0004  0.0035  -0.0018
Si  9.5606  1.3994  9.5345  0.0013  -0.0001  -0.006
Si  6.8128  9.5576  9.4869  -0.0011  0.002  -0.0053
Si  9.5583  6.7602  9.5  0.002  -0.0021  -0.0042
Si  0.0948  0.0179  10.8252  0.0021  -0.0013  -0.001
Si  2.7571  2.7405  10.8687  0.0014  0.0015  0.0007
Si  0.0221  5.4501  10.9525  -0.0012  0.0029  -0.0013
Si  2.6797  8.1042  10.8882  0.0034  0.005  -0.0014
Si  5.4566  0.0108  10.879  -0.0027  0.0009  -0.0047
Si  8.2338  2.8055  10.8969  -0.0032  0.0017  -0.0001
Si  5.4352  5.3843  10.8772  0.0019  0.0022  -0.0025
Si  8.1892  8.1498  10.7541  0.0025  -0.0006  0.0003
Si  1.4638  1.3628  12.2318  -0.0023  -0.0024  -0.0061
Si  4.1  4.0256  12.3116  0.0004  -0.0004  -0.0043
Si  1.3566  6.7794  12.3833  -0.0048  0.0005  -0.0021
Si  4.0562  9.4751  12.1601  -0.003  -0.0015  -0.0023
Si  6.8525  1.4321  12.1681  0.0039  0.0038  -0.0026
Si  9.5868  4.1275  12.3778  0.0013  0.0002  -0.0022
Si  6.8207  6.8102  12.0867  -0.0011  0.0011  -0.0048
Si  9.626  9.4614  12.043  0.0003  0.0011  -0.0064
Si  0.1386  2.6787  13.6724  0.0025  -0.0011  0.0078
Si  2.8391  -0.0228  13.5889  -0.0027  -0.003  0.0106
Si  -0.0357  8.2465  13.6623  0.0022  -0.0016  0.0077
Si  2.773  5.3962  13.7391  -0.0008  -0.0024  0.0147
Si  5.5223  2.6774  13.6838  0.0024  0.0043  0.0042
Si  8.2749  -0.0361  13.2692  -0.0029  0.0008  0.0102
Si  5.4321  8.1041  13.4382  -0.0054  -0.0012  0.0122
Si  8.1532  5.6275  13.5845  0.0066  -0.0024  0.0182
Si  1.5049  3.9666  15.1589  -0.0205  0.0115  -0.0872
Si  4.6045  0.8448  14.9454  0.0127  -0.0047  -0.0983
Si  1.19  9.8452  14.9222  -0.0087  0.0052  -0.0796
Si  4.3733  6.6399  14.9547  0.0029  -0.0101  -0.0769
Si  6.5908  4.4514  14.8392  -0.0133  -0.0013  -0.0758
Si  9.7619  1.009  14.7081  0.0193  0.0084  -0.0711
Si  6.8463  9.5524  14.5389  -0.0036  0.0036  -0.0488
Si  9.0339  7.3904  14.9582  -0.0036  0.0008  -0.0764
Si  -1.1988  4.3077  22.6942  -0.0021  0.0402  0.0632
Si  -0.4132  20.2058  21.255  -0.0218  0.0007  0.0446
Si  0.038  26.4154  25.4662  0.0051  0.0037  0.0984
Si  -7.6326  15.498  21.7532  0  0.0221  0.0509
Si  3.4131  2.4517  17.33  -0.0087  0.0071  -0.1263
Si  8.8186  0.721  21.3349  -0.0109  -0.0237  0.0691
Si  9.0432  6.647  34.0398  0.0099  0.0054  -0.1141
Si  7.6944  -5.0681  29.2453  -0.0055  -0.0081  0.0813
Si  -8.5431  11.678  24.8821  0.0151  -0.0171  0.1201
Si  -2.5798  8.5582  25.2027  0.0181  0.0009  0.1221
Si  -15.5408  -19.7685  32.31  -0.002  0.0001  -0.0342
Si  0.7385  13.3927  29.5238  -0.0021  -0.0283  0.0628
Si  -12.6031  25.3343  27.8042  -0.0136  -0.0049  0.0879
Si  2.234  -12.0896  33.8835  0.0052  0.0026  -0.1125
Si  -15.8983  2.4199  18.7326  0.0056  -0.0055  -0.0316
Si  -6.8225  -8.7923  22.8041  0.0134  -0.0022  0.1075
Si  0.0269  27.8085  16.8547  0.0094  0.0113  -0.0945
Si  1.0449  -7.7879  20.819  0.0192  0.0182  0.0468
Si  -5.7786  0.3135  29.9371  -0.0038  0.0082  0.0404
Si  -8.9543  17.8469  25.2385  -0.0077  -0.0063  0.0933
Si  -5.8752  -4.6005  30.572  0.0159  0.0041  0.0347
Si  8.6524  1.4799  33.887  -0.0045  -0.0066  -0.1164
Si  -0.886  22.4885  31.3811  0.0042  -0.0098  0.0129
Si  24.6434  0.8955  27.863  0.0021  0.0159  0.0811
Si  14.8508  12.2316  34.2181  0.0043  -0.0054  -0.086
Si  -7.9795  -6.498  26.1149  -0.0085  -0.0024  0.0891
Si  -21.3064  22.6223  22.6548  -0.0111  -0.0017  0.0738
Si  5.6622  -4.887  22.6279  0.0138  0.0021  0.0604
Si  13.7495  9.4078  26.4428  0.0079  0.0143  0.0952
Si  5.5434  14.5529  24.6455  -0.0015  -0.0039  0.0923
Si  -8.4112  15.8196  29.2478  0.0048  0.0185  0.0592
Si  3.0832  7.3631  22.5997  -0.0069  -0.0327  0.0674
Si  7.2538  5.0227  32.0526  0.005  0.005  -0.0167
Si  16.816  -11.6762  25.826  -0.0169  0.0045  0.0803
Si  3.258  8.8921  31.0407  -0.0068  -0.0042  0.0162
Si  8.1888  24.4205  16.8029  0.0017  -0.0036  -0.1067
Si  -8.5561  8.9696  20.0085  -0.023  0.0272  0.0161
Si  0.9016  -3.2503  29.5716  -0.0018  0.0078  0.0647
Si  7.8988  3.3535  20.5882  0.0052  0.0033  0.0099
Si  -18.0816  0.9767  19.8154  -0.0258  -0.027  0.0007
Si  18.2739  1.8484  26.0582  0.0149  -0.0023  0.0941
Si  20.2657  -2.6534  27.9215  -0.0018  0.003  0.0558
Si  18.8734  20.9571  29.8069  0.0109  -0.0059  0.051
Si  -2.3551  7.0765  22.5724  -0.0151  0.0034  0.0631
Si  -1.133  -2.2861  31.6585  0.001  0.003  0.0002
Si  -3.3217  0.0816  23.7992  -0.0129  -0.0068  0.0655
Si  -0.8436  4.0136  18.7534  -0.0195  0.0042  -0.0217
Si  24.2737  18.9062  17.0348  -0.0292  -0.0079  -0.1359
O  -2.7914  5.5478  -2.8092  0.0074  0.0043  0.0228
O  1.4366  3.8188  -10.4579  -0.0129  -0.0009  -0.0316
O  2.1207  10.1237  -10.9285  -0.0113  0.009  -0.0513
O  4.0384  -0.6012  -5.3831  0.014  0.0133  -0.0254
O  -8.1197  8.2794  -17.5254  0.0056  0.005  0.0611
O  -6.4896  6.5733  -0.391  -0.0011  0.0002  0.0476
O  8.1493  7.3979  -0.9995  -0.0341  0.0408  0.1108
O  4.3933  7.7235  -5.1309  0.0017  -0.0011  -0.0029
O  2.2397  -2.9533  -9.6305  -0.0052  -0.0169  -0.0536
O  13.7702  1.4166  -9.8332  -0.0088  -0.0062  -0.0613
O  7.9846  12.2917  -11.5104  0.0043  -0.015  -0.0505
O  2.9094  0.2512  -2.453  0.0108  0.0161  0.0309
O  2.9936  8.6169  -1.3085  0.0317  -0.0569  0.1002
O  8.7188  11.4192  -5.7559  -0.005  0.0021  -0.0079
O  10.3198  5.9308  -1.3799  0.0342  -0.0238  0.0955
O  -1.2857  6.857  16.4003  0.0244  -0.0161  0.0769
O  -5.1011  16.5963  31.8815  -0.0033  0.0098  -0.0081
O  -1.3607  -3.0746  33.0328  -0.0005  -0.0123  0.0334
O  0.4524  10.1208  22.4066  -0.0049  -0.0097  -0.0273
O  1.9524  9.3527  16.2909  0.0243  -0.0442  0.0891
O  1.3459  17.8102  16.8782  -0.002  0.0064  0.0437
O  7.4422  3.8811  16.0969  0.0442  -0.0327  0.0751
O  -14.7195  6.5987  22.0113  -0.0033  -0.0037  -0.017
O  9.5265  3.2101  17.4733  0.0046  0.0053  0.0428
O  -8.0918  12.7104  18.7151  -0.0052  -0.0147  0.0428
O  8.6725  1.4796  15.8219  -0.0302  0.04  0.0883
O  17.2673  3.3193  20.0135  -0.0004  0.0114  0.009
O  3.1823  25.2414  22.9056  -0.0127  -0.0012  -0.0305
O  8.2195  18.2478  24.1363  0.0008  -0.017  -0.0499
O  5.7945  10.6202  15.2895  -0.0044  0.0087  0.0309
O  0.2368  3.0365  19.4381  0.0042  -0.0073  -0.0002
O  -2.305  -3.9113  28.5593  0.0141  0.0092  -0.0204
O  -3.3457  11.1118  22.1963  0.0083  0.0079  -0.0715
O  0.0139  10.9089  15.3788  -0.0009  -0.0013  0.0385
O  5.4923  2.5484  23.4403  -0.0132  -0.006  -0.0387
O  5.1925  1.0063  19.1735  -0.0107  -0.0019  -0.0164
O  -6.2326  28.9961  23.0007  -0.0086  -0.0046  -0.0232
O  -8.4367  16.8075  22.2084  0.0191  0.026  -0.0102
O  -1.0654  12.2121  22.4723  0.0096  -0.0124  -0.0296
O  17.3606  -6.4655  35.7786  -0.0032  0.0055  0.0404
O  4.7584  3.2417  17.8507  0.0005  -0.0069  0.0408
O  3.0044  19.2026  21.3167  0.0001  -0.0087  -0.0156
O  -6.075  5.0774  21.5504  -0.0044  -0.0005  -0.0307
O  0.2845  4.8614  15.7737  -0.028  0.0297  0.0608
O  4.2706  1.0226  28.7087  0.0019  -0.0065  -0.0271
O  -5.4137  5.5099  15.4287  0.005  0.0006  0.0413
O  -4.7565  -15.4737  29.3632  0.0005  -0.0001  -0.0297
O  4.8342  2.1046  33.1019  -0.0098  -0.0053  0.028
O  4.4741  -12.2062  26.2414  0.0096  -0.0004  -0.0279
O  -2.2341  -1.0226  24.3071  0.0027  0.0148  -0.0447
O  -1.309  -5.0034  22.4574  0.0089  -0.0181  -0.0359
O  8.2556  3.6849  22.1505  -0.0028  -0.0138  -0.0214
O  -7.9621  10.469  19.9699  0.005  -0.0164  -0.0122
O  0.4874  17.0963  25.2685  0.0041  0.0038  -0.028
O  -19.3528  14.8232  20.5378  -0.0215  -0.0176  -0.0192
O  6.442  -10.2948  26.5779  0.002  -0.002  -0.0286
O  20.4407  -11.3379  20.5156  0.0007  0.0018  -0.0086
O  0.1093  3.869  21.8765  0.0191  -0.0223  -0.0727
O  -9.9074  23.045  24.1336  -0.0187  0.0079  -0.0537
O  19.0362  5.4552  30.7646  -0.0106  -0.0013  -0.0233
O  -2.0931  4.3782  19.7161  0.0085  -0.0124  -0.0075
O  2.1947  -3.0861  23.8764  0.0065  -0.0021  -0.0587
O  7.2455  1.0278  33.1665  0.0105  -0.0022  0.0277
O  17.6398  -1.3523  35.817  0.0009  0.0024  0.0269
O  5.905  -5.7915  23.9647  0.0031  0.0155  -0.0393
O  -26.0267  -7.6414  25.7541  -0.0166  0.0109  -0.0494
O  -13.882  8.5288  15.355  0.0046  -0.0018  0.0359
O  -1.4877  11.3428  34.9105  0.0383  -0.0357  0.074
O  0.045  19.1077  28.3435  -0.0042  0.0005  -0.05
O  -7.0669  7.4399  16.283  -0.0336  0.0278  0.0835
O  -11.0039  -3.2335  30.8332  0.014  -0.0005  -0.0253
O  -8.512  3.3441  16.4384  0.0515  -0.0324  0.1018
O  4.9688  0.5186  35.1525  0.0363  -0.0304  0.0852
O  -0.1838  16.3015  18.3228  0.0015  0.004  0.0229
O  -9.2635  1.6778  28.4731  0.0096  -0.0157  -0.029
O  2.3734  9.0045  32.4067  0.0019  0.0197  0.0368
O  -15.6947  -0.4247  24.2414  0.011  0.0053  -0.0562
O  -11.783  -6.3929  26.7695  0.0287  0.0156  -0.0659
O  0.7095  -2.0863  20.2003  0.0099  -0.0058  -0.0249
O  14.6772  5.333  30.0983  -0.0099  -0.0075  -0.0222
O  36.1454  11.8376  23.7629  0.0137  0.0107  -0.0484
O  -8.3585  21.0885  27.8033  -0.0052  -0.0328  -0.0472
O  -20.4725  23.3915  21.4638  0.0084  0.004  -0.0283
O  -6.8494  1.6043  21.2789  0.0021  0.0063  -0.0272
O  22.1371  -9.4358  30.6858  0.0062  0.0166  -0.0296
O  8.5316  13.1071  27.1377  -0.0148  -0.0092  -0.0371
O  -2.5577  2.8246  34.7234  -0.0199  0.0408  0.1028
O  20.2963  8.2061  26.3118  -0.0125  0.0043  -0.0731
O  -3.7424  2.0152  17.8393  -0.0132  -0.0059  0.0269
O  1.7036  -7.1699  30.0011  0.0008  0.0025  -0.0192
O  20.554  1.6741  32.6428  -0.0164  0.0025  0.0294
O  -13.3395  1.8538  20.2913  -0.0146  0.0179  -0.0253
O  -1.521  8.2699  21.8301  0.0131  0.012  -0.0253
O  -14.8357  8.8399  26.0435  0.0048  0.0017  -0.0405
O  2.9236  -6.3893  27.741  -0.0002  -0.0138  -0.0761
O  12.3049  -4.7321  29.2012  0.0052  -0.0134  -0.0193
O  8.6815  -12.161  28.4198  0.0025  -0.0102  -0.0426
O  17.2872  21.1674  29.5241  -0.002  -0.0014  -0.0189
O  8.3256  19.7669  30.8947  -0.0017  0.0008  -0.0123
O  -0.6466  35.7367  28.9195  -0.0146  0.0148  -0.0323
O  25.9462  14.4956  25.513  0.0188  0.0046  -0.0374
O  10.398  10.0923  31.8699  -0.001  0.0036  0.0104
O  -6.9653  1.2442  16.3705  -0.024  0.0426  0.1132
O  3.1528  2.5265  34.9324  -0.0383  0.0422  0.0868
O  1.2198  -6.7501  35.6533  0.0022  -0.0035  0.0498
O  -7.8203  5.8294  25.3999  0.0135  0.0211  -0.0454
O  -0.8667  14.9463  24.2554  -0.0214  -0.0107  -0.0463
O  17.8779  14.3127  32.1369  -0.0043  -0.0066  0.0115
O  11.6702  -0.9227  34.6144  -0.0313  0.0176  0.0614
O  -5.096  1.4546  30.8558  0.0013  0.0001  0.0047
O  7.9558  4.4524  28.4064  0.0125  -0.018  -0.0387
O  23.9573  8.5513  29.8905  -0.0004  -0.0015  -0.0066

Results
free energy: -155986.615 eV
free energy less fixed offsets of O -570.45, Si -639.56 eV per atom: 0.425 eV

The program warned: the cutoff lies below the one the program advises for these potential files; the forces do not sum to zero within the program's tolerance; empty levels may hold ghost states of the PAW files; the exchange-correlation potential is rough where the density is thin.
